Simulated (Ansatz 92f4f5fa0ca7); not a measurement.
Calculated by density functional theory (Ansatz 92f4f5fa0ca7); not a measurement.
Periodic cell of 225 atoms, Si132O91As1H1, from a study of silicon, its oxide and their interface. The atomic structure is a simulated model.
Doubt: the cutoff is far below the 930 eV that the study's wrapper takes by default for these files, so forces and energies are approximate.
This geometry differs little from another in the collection (a relaxation step or a small displacement).

Settings: functional PBE; potential files Ansatz PAW; basis plane waves; wave-function cutoff 580 eV; density cutoff ratio 5; exchange-correlation grid ratio 1; k mesh 1 x 1 x 1, Gamma-centred; self-consistency stop 5e-08 eV per atom in the density residual; occupations fixed; spin none; net charge 0.

Cell vectors (angstrom)
a	10.938	0	0
b	0	10.938	0
c	0	0	33.1776

Atoms: element, x, y, z (angstrom)
Si	0.1257	-0.0132	26.0756
Si	5.1981	0.1917	25.5309
Si	2.9761	2.4938	25.5903
Si	8.079	2.8055	25.75
Si	-0.3019	5.6904	25.7332
Si	5.8319	5.0586	25.83
Si	2.3315	8.5996	25.5997
Si	8.3772	7.9348	25.6671
Si	1.4721	1.4807	27.1718
Si	6.7834	1.2825	26.9703
Si	4.1099	4.0251	27.0132
Si	9.5955	4.0522	27.0603
Si	1.3388	6.8667	26.9417
Si	6.8341	6.807	27.0408
Si	4.095	9.5484	26.9039
Si	9.4732	9.5398	27.0541
Si	2.789	-0.0261	28.4053
Si	8.1521	-0.0145	28.3928
Si	0.023	2.7666	28.4488
Si	5.4777	2.6909	28.4001
Si	2.7277	5.471	28.3268
Si	8.2188	5.4518	28.4139
Si	-0.0097	8.2082	28.3917
Si	5.4543	8.2064	28.3479
Si	4.1018	1.3673	29.7594
Si	9.5708	1.3673	29.7594
Si	1.3673	4.1018	29.7594
Si	6.8362	4.1018	29.7594
Si	4.1018	6.8362	29.7594
Si	9.5708	6.8362	29.7594
Si	1.3673	9.5708	29.7594
Si	6.8362	9.5708	29.7594
Si	0	0	31.1266
Si	5.469	0	31.1266
Si	2.7345	2.7345	31.1266
Si	8.2035	2.7345	31.1266
Si	0	5.469	31.1266
Si	5.469	5.469	31.1266
Si	2.7345	8.2035	31.1266
Si	8.2035	8.2035	31.1266
Si	1.3673	1.3673	32.4939
Si	6.8362	1.3673	32.4939
Si	4.1018	4.1018	32.4939
Si	9.5708	4.1018	32.4939
Si	1.3673	6.8362	32.4939
Si	6.8362	6.8362	32.4939
Si	4.1018	9.5708	32.4939
Si	9.5708	9.5708	32.4939
Si	2.7345	0	0.6835
Si	8.2035	0	0.6835
Si	0	2.7345	0.6835
Si	5.469	2.7345	0.6835
Si	2.7345	5.469	0.6835
Si	8.2035	5.469	0.6835
Si	0	8.2035	0.6835
Si	5.469	8.2035	0.6835
Si	4.1018	1.3673	2.0507
Si	9.5708	1.3673	2.0507
Si	1.3673	4.1018	2.0507
Si	6.8362	4.1018	2.0507
Si	4.1018	6.8362	2.0507
Si	9.5708	6.8362	2.0507
Si	1.3673	9.5708	2.0507
Si	6.8362	9.5708	2.0507
Si	0	0	3.418
Si	5.469	0	3.418
Si	2.7345	2.7345	3.418
Si	8.2035	2.7345	3.418
Si	0	5.469	3.418
Si	5.469	5.469	3.418
Si	2.7345	8.2035	3.418
Si	8.2035	8.2035	3.418
Si	1.3701	1.3831	4.7832
Si	6.8028	1.3925	4.7882
Si	4.1345	4.0701	4.7785
Si	9.5683	4.12	4.805
Si	1.39	6.8215	4.8061
Si	6.7976	6.8489	4.7739
Si	4.0902	9.5736	4.8359
Si	9.5888	9.5753	4.6924
Si	2.726	0.0365	6.2057
Si	8.2244	-0.0017	6.0079
Si	0.0419	2.787	6.1679
Si	5.4641	2.7276	6.2441
Si	2.7887	5.4259	6.1528
Si	8.1426	5.4692	6.1404
Si	0.0063	8.2618	6.0797
Si	5.4513	8.1882	6.2162
Si	3.9104	1.5474	7.6151
Si	9.6985	1.2225	7.3448
Si	1.712	3.8368	7.5222
Si	6.5873	4.3512	7.5643
Si	4.3092	6.5625	7.5453
Si	9.3325	7.1137	7.3027
Si	0.9995	9.9326	7.4303
Si	7.1627	9.3543	7.3541
O	9.4112	6.7053	25.2573
O	4.0712	1.3389	25.0712
O	8.2452	8.2178	7.8964
O	2.7832	2.6869	8.0775
O	7.0136	3.9984	25.423
O	1.2706	9.8056	25.8225
O	5.4691	5.479	8.037
O	-0.1457	0.1029	7.8454
O	7.1876	3.7282	8.9775
O	6.6858	10.2211	8.6607
O	10.1446	6.4591	8.5606
O	1.4839	9.4522	8.9176
O	4.5738	0.8665	8.9902
O	1.1623	4.6169	8.8696
O	8.98	1.8042	8.7033
O	3.5113	7.0795	8.8987
O	7.7508	8.5506	24.2477
O	8.5867	2.232	24.2746
O	5.3071	5.379	24.3285
O	2.2917	3.1998	24.2501
O	10.7216	0.7405	24.6728
O	0.3864	5.0877	24.3681
O	2.342	8.6207	23.9316
O	5.8466	10.4274	24.157
Si	11.8147	2.8671	16.5245
Si	4.8432	6.3764	23.182
Si	1.2007	1.1884	12.3124
Si	12.7657	5.8521	16.4656
Si	7.8183	-4.8493	15.5365
Si	10.3683	7.3395	11.6021
Si	3.6744	2.662	15.7821
Si	5.1752	3.4917	18.4337
Si	10.2598	12.2341	18.8231
Si	9.2111	-1.4968	19.1321
Si	9.0266	1.6875	12.331
Si	0.7145	7.6615	14.4349
Si	10.7761	5.3083	9.5107
Si	7.0249	10.4081	12.3578
Si	5.3796	0.5429	18.7491
Si	7.7371	2.1818	17.8882
Si	3.6051	3.1935	12.888
Si	5.454	10.5797	9.6532
Si	4.7919	6.1718	20.2736
Si	13.2857	10.2284	14.337
Si	-1.0026	1.6288	23.5826
Si	4.8374	6.0297	12.5605
As	3.5713	9.4147	17.0807
Si	4.9141	11.7386	13.8675
Si	8.5137	3.0473	9.6471
Si	2.2486	6.1377	21.8205
Si	6.3838	9.0335	23.4671
Si	-4.6499	-1.9268	20.2665
Si	-0.6517	-3.535	16.9966
Si	3.7002	7.9508	10.2749
Si	-0.2655	-0.1444	21.3305
Si	1.2205	9.4847	10.5236
Si	1.0661	3.9381	23.4323
Si	1.1015	-2.2482	22.8545
Si	8.9606	3.0815	15.1951
Si	7.5674	7.2478	12.6799
Si	4.7011	6.8182	15.6705
O	6.7708	3.4779	18.0817
O	8.0342	-3.8755	14.2371
O	9.5978	-0.1244	18.3092
O	1.838	8.7391	13.9506
O	-0.1819	7.3044	13.1621
O	-0.0485	2.8261	23.0284
O	2.3505	8.4345	11.0408
O	-7.4736	3.6295	14.471
O	6.3561	0.0932	13.7178
O	6.8704	0.8179	18.1442
O	2.188	2.0176	16.0294
O	7.0219	8.7819	12.463
O	8.528	0.1194	12.2854
O	8.7595	7.0571	11.5803
O	4.6646	8.4651	16.0313
O	12.39	10.9923	11.1378
O	4.7316	12.4256	15.3416
O	16.4141	-5.0428	21.7479
O	3.7903	10.5578	13.6536
O	6.4726	6.05	12.4362
O	21.5287	3.14	15.4612
O	-1.977	2.2937	18.9768
O	4.8063	12.9786	19.186
O	11.1536	6.0946	10.885
O	12.4992	4.3045	16.8705
O	1.5111	4.6831	22.0325
O	4.9962	4.8849	19.2734
O	4.4119	7.0594	11.4026
O	3.4526	6.1771	16.5502
O	19.618	2.3818	13.7594
O	-1.093	-1.3723	20.6337
O	8.9247	6.534	16.661
O	-0.2282	8.2551	15.6459
O	16.4063	7.6281	19.8457
O	2.4664	10.2176	15.9839
O	0.716	6.5976	17.421
O	-2.6221	2.1515	16.3686
O	6.2248	-4.6875	16.0264
O	4.298	3.4736	17.0495
O	4.1419	4.5777	12.1965
O	4.5343	9.2659	9.8325
O	6.1153	-0.0037	11.0981
O	6.6814	9.1281	21.8589
O	0.3423	2.0185	17.7984
O	9.6284	0.6158	22.3444
O	3.2331	6.2462	23.1152
O	8.1975	4.5318	15.1828
O	0.1447	0.9751	20.198
O	-1.0279	8.2581	18.302
O	4.7368	12.9486	12.7722
O	5.2319	7.8944	23.6333
O	4.4458	-4.3664	14.0679
O	1.2338	7.4156	21.826
O	8.2308	2.4981	11.1521
O	12.3506	6.2655	14.9298
O	2.8351	-2.31	18.2898
O	9.6902	4.1468	9.7688
O	2.2292	2.4908	12.2771
O	-0.2173	8.8091	10.9448
O	15.437	-0.1141	17.5164
O	5.4132	10.3727	19.9453
O	3.1611	6.2352	20.4658
O	1.0602	10.1297	22.037
O	12.235	0.4165	13.7711
O	-3.3086	-1.8576	19.3324
O	10.6366	1.7654	12.0951
O	-0.3116	-2.3615	23.676
H	-1.0707	-2.7411	23.2004

Results
free energy: -140533.839 eV
free energy less fixed offsets of As -4856.12, H -15.97, O -568.88, Si -635.61 eV per atom: 6.851 eV

Forces (eV/angstrom), in the order of the atoms: element, x, y, z
Si	0.0338	-0.0057	-0.0386
Si	0.0261	-0.0046	0.0415
Si	-0.0149	0.0098	0.029
Si	-0.0186	0.0212	0.0208
Si	0.0204	-0.0024	0.0221
Si	-0.0081	0.0012	0.0172
Si	-0.0213	0.0106	0.0001
Si	-0.0233	0.0084	0.027
Si	0.0048	0.0149	-0.0049
Si	-0.0218	0.0074	-0.0124
Si	0.0037	-0.0028	-0.01
Si	-0.0024	0.0005	0.0031
Si	-0.008	-0.009	-0.0148
Si	0.0143	0.0028	-0.0074
Si	0.0008	-0.0012	0.0008
Si	-0.0186	-0.0259	-0.0022
Si	-0.0124	-0.0209	0.0117
Si	0.0039	0.0141	0.0161
Si	-0.0012	0.0077	0.0067
Si	0.0238	0.0037	0.001
Si	-0.0054	-0.0031	0.0032
Si	-0.0092	-0.0162	0.0018
Si	0.0159	0.0113	0.0168
Si	0.0005	0.0076	0.0026
Si	0.2462	-0.2521	0.301
Si	-0.1057	-0.1113	-0.1467
Si	0.1865	0.5217	0.2276
Si	-0.0433	-0.1328	0.0365
Si	-0.1221	-0.0189	-0.3837
Si	0.1462	-0.0765	0.1224
Si	0.0386	0.0204	-0.0348
Si	-0.3395	-0.1033	0.0544
Si	0.004	-0.0242	-0.032
Si	-0.0505	0.0046	0.0479
Si	0.0214	0.0167	-0.0452
Si	-0.0278	0.0191	0.0138
Si	0.0726	0.0821	0.0287
Si	0.004	-0.0476	-0.0432
Si	-0.0689	-0.0124	-0.0052
Si	-0.023	-0.0427	-0.0501
Si	-0.0375	0.0159	-0.0106
Si	0.0176	-0.0608	-0.0228
Si	-0.011	-0.0068	-0.0104
Si	0.0465	0.0037	-0.0388
Si	-0.0413	-0.0218	-0.0115
Si	0.0235	0.0278	-0.0109
Si	0.0378	0.0289	-0.0305
Si	0.005	-0.0013	-0.0159
Si	0.026	-0.0594	0.0026
Si	-0.0064	0.0422	0.0208
Si	-0.044	0.027	0.0212
Si	0.0364	-0.0119	0.0233
Si	-0.043	0.048	0.0148
Si	0.0155	-0.0537	0.0023
Si	0.0235	0.006	0.0262
Si	-0.0405	0.0078	0.0194
Si	-0.0753	-0.0337	-0.0147
Si	0.0699	-0.0323	0.0126
Si	0.0347	-0.017	0.0208
Si	0.034	0.0928	0.006
Si	0.0236	-0.0536	0.0169
Si	-0.032	0.0078	-0.0053
Si	-0.0266	0.0984	0.0141
Si	0.0349	-0.0423	0.0134
Si	0.3028	0.2657	-0.4303
Si	-0.2179	-0.0124	0.1853
Si	0.0695	-0.017	-0.1116
Si	0.0094	0.0744	0.1446
Si	-0.0081	0.0957	0.1272
Si	-0.0272	-0.0811	-0.1803
Si	0.0878	0.0033	0.2072
Si	-0.1785	-0.1617	-0.275
Si	-0.0028	-0.0046	-0.0096
Si	-0.002	0.0074	-0.0129
Si	0.0073	-0.003	-0.0056
Si	-0.0042	0.0014	-0.0081
Si	0.0016	-0.005	-0.0041
Si	-0.0005	-0.0003	-0.0099
Si	-0.0032	0.0053	-0.0092
Si	0.0073	0.0049	-0.0213
Si	0.0055	-0.0051	0.0075
Si	-0.0135	0.0021	0.003
Si	0.0043	0.013	0.0074
Si	-0.0004	-0.0031	0.0079
Si	-0.0141	0.0065	0.0067
Si	0.0041	-0.0078	0.0086
Si	0.0068	-0.01	0.0079
Si	-0.0027	0.0007	0.0126
Si	0.0106	-0.0216	-0.0189
Si	-0.0103	0.018	0.0118
Si	-0.0283	0.0169	-0.0257
Si	0.0284	-0.0131	-0.0111
Si	-0.0117	0.0291	-0.0167
Si	0.0182	-0.0226	-0.0068
Si	0.0174	-0.0134	0.0064
Si	-0.0224	0.0093	-0.005
O	0.0063	-0.0067	-0.0088
O	-0.0024	0.0032	-0.0087
O	-0.0079	0.005	0.0103
O	0.0045	0.0008	0.0108
O	0.0094	-0.0137	-0.0157
O	-0.0102	0.0076	-0.0021
O	0.0042	-0.0116	0.0094
O	0.004	-0.001	0.0032
O	-0.0059	0.0015	-0.0004
O	0.0098	-0.001	-0.0014
O	0.0031	-0.0027	0.0057
O	0	0.0001	0.0059
O	0.0009	0.006	0.0045
O	-0.0004	0.0055	0.0165
O	0.0026	-0.0042	-0.0054
O	-0.0034	-0.0021	0.0072
O	0.0042	0.001	-0.0073
O	0.0081	-0.0041	0.0032
O	0.004	-0.0022	0.0047
O	-0.0043	0.004	-0.0115
O	-0.0019	-0.0088	0.0309
O	-0.0001	-0.0048	-0.0062
O	0.002	-0.0017	0.009
O	0.0014	-0.0027	-0.0128
Si	-0.0003	0.0016	0.0002
Si	0.0015	0.0026	0.0103
Si	0	-0.0011	-0.0011
Si	-0.0013	-0.0005	0.0004
Si	0.0001	-0.001	0.0029
Si	0.0018	0.0014	0.0015
Si	-0.0013	-0.0006	0.0041
Si	0.0026	0.0003	-0.0012
Si	-0.0022	-0.0016	-0.0021
Si	0	-0.0013	-0.0039
Si	-0.0016	0.0027	0.0003
Si	0.0004	-0.0016	0.0019
Si	-0.0037	-0.0035	-0.0068
Si	-0.0051	0.0011	-0.0023
Si	-0.0009	-0.0019	-0.0047
Si	-0.0019	-0.0002	-0.0011
Si	-0.0007	-0.0003	0.0029
Si	-0.0044	0.003	0.0012
Si	0.003	0.0001	-0.0021
Si	-0.0032	-0.0023	0.0066
Si	0.0044	-0.0031	-0.0014
Si	-0.0033	0.0032	0.0042
As	0.0018	-0.0016	-0.0037
Si	-0.0015	0.0011	0.0026
Si	0.0018	0.0042	-0.0037
Si	-0.0026	-0.0021	0.0041
Si	-0.0029	0.0039	0.0014
Si	-0.0003	-0.0008	-0.0001
Si	-0.0025	-0.0012	0.0011
Si	-0.0034	-0.0014	-0.0066
Si	0.001	-0.0028	-0.0027
Si	0.0029	-0.001	-0.0104
Si	0.0003	0.0037	0.0083
Si	-0.0024	0.0088	0.0088
Si	-0.0007	0.0007	0.0018
Si	0.0008	0.0006	0.005
Si	-0.001	0.0026	0.0027
O	-0.0007	-0.0006	0.002
O	-0.0007	0.0002	-0.001
O	0.0002	-0.0007	0.0034
O	-0.0031	-0.0029	0.0021
O	0.0016	0.0006	0.0005
O	-0.0052	-0.0037	0.004
O	-0.0094	0.0005	0.0046
O	-0.001	0.0011	-0.001
O	0.0006	0.0004	0.0014
O	0.0003	-0.0003	0.0033
O	0.0017	-0.0006	0.0005
O	-0.0007	-0.0009	-0.0004
O	0.0002	-0.0014	0.0009
O	-0.0011	-0.0006	-0.0008
O	0.0007	-0.0024	0.0003
O	-0.001	0.0016	0.0026
O	0.0014	-0.0008	0
O	0.0002	-0.0014	-0.0008
O	0.0015	0.0013	-0.0002
O	0.0014	-0.0019	-0.0017
O	-0.0025	0	-0.0001
O	0.0004	0.0004	0.0033
O	-0.001	-0.0003	0.0049
O	0.001	0.0038	0.0035
O	-0.0009	0	0.0011
O	0.0012	0.0052	-0.0032
O	-0.0009	0.0001	0.0029
O	0.0052	-0.0069	0.0052
O	-0.0001	-0.0007	0.0009
O	-0.0003	0.0001	0.0012
O	-0.0012	-0.0009	0.002
O	-0.0003	0.0011	0.001
O	0	0.0011	-0.0011
O	-0.0008	-0.0014	0.0019
O	-0.0025	0.0015	-0.005
O	0.0005	-0.0005	0.0008
O	0.0005	0	0.0001
O	0.0001	-0.0008	0.001
O	-0.0021	-0.0008	-0.0017
O	-0.0011	-0.0019	-0.0008
O	-0.0007	0.0037	0.001
O	0.0042	-0.0004	0.0075
O	0.0001	-0.0007	-0.0011
O	0.0001	-0.0006	0.0027
O	-0.0014	0.0003	0.0085
O	0.0028	0.0002	-0.0009
O	-0.0003	0	0.0006
O	0	0.0016	0.0025
O	-0.0023	0.001	0.0021
O	0.0001	-0.0005	-0.001
O	-0.0024	-0.0064	-0.0019
O	-0.0004	-0.001	-0.0015
O	0.0005	-0.005	-0.0014
O	0.0006	-0.0035	0.0066
O	-0.0018	0.0016	-0.0013
O	-0.0041	-0.0048	0.0073
O	0.001	-0.0005	0.0007
O	0.0001	0.0003	0.0007
O	-0.0016	-0.0009	0.0025
O	0.0037	0.0039	0.0054
O	-0.0001	0.0011	0.0033
O	-0.0009	-0.0005	0.0024
O	-0.0006	-0.0012	0.0042
O	-0.0019	0.0008	-0.0005
O	0.001	-0.0004	0.0019
O	-0.0006	-0.0002	0.0005
O	-0.1144	-0.046	-0.0721
H	0.1102	0.0424	0.0735

The program warned: the cutoff lies below the one the program advises for these potential files; the exchange-correlation potential is rough where the density is thin.
